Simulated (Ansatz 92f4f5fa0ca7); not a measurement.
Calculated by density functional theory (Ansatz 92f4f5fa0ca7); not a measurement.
Periodic cell of 237 atoms, Si146O90B1, from a study of silicon, its oxide and their interface. The atomic structure is a simulated model.
Doubt: the cutoff is far below the 930 eV that the study's wrapper takes by default for these files, so forces and energies are approximate.
This geometry differs little from another in the collection (a relaxation step or a small displacement).

Settings: functional PBE; potential files Ansatz PAW; basis plane waves; wave-function cutoff 580 eV; density cutoff ratio 5; exchange-correlation grid ratio 1; k mesh 1 x 1 x 1, Gamma-centred; self-consistency stop 5e-08 eV per atom in the density residual; occupations fixed; spin none; net charge -1 e, with a uniform compensating background and no finite-size correction.

Cell vectors (angstrom)
a  11.6015  0  0
b  0  10.938  0
c  0  0  32.0622

Atoms and the computed forces on them: element, x, y, z (angstrom), force x, y, z (eV/angstrom)
Si  -0.1971  -0.0613  23.2942  -0.0003  -0.0019  -0.0016
Si  3.6647  0.2041  23.1175  -0.0014  -0.0006  -0.0017
Si  7.5484  -0.1346  23.4668  -0.0002  -0.0016  -0.0014
Si  1.6842  1.3836  23.4308  0  0.0017  -0.0005
Si  5.7305  1.4069  23.2079  0.0004  0.0018  -0.0005
Si  9.4384  1.2298  23.3768  -0.001  0.0016  -0.0019
Si  0.1586  5.3154  23.4786  0.0003  -0.0005  -0.0021
Si  4.1232  5.2924  23.4159  -0.0006  -0.0007  -0.0006
Si  8.0328  5.6056  23.5748  0.0004  -0.0014  -0.0004
Si  2.1598  6.58  23.3935  0.0006  0.0007  -0.0016
Si  5.9686  6.7661  23.5007  0  0.0015  -0.0018
Si  10.0063  6.8691  23.6265  -0.0003  0.0017  -0.0013
Si  1.9015  2.6658  25.4044  -0.0004  0.0012  0.0002
Si  5.8307  2.6531  25.2751  -0.0003  0.0009  0.0007
Si  9.6291  2.6834  25.2834  -0.0001  0.0011  0.0009
Si  11.5949  4.009  25.4073  -0.0001  -0.0007  0.0003
Si  3.8933  3.974  25.3475  0.0004  -0.0011  0
Si  7.7428  4.0914  25.3721  0.0001  -0.0017  -0.0007
Si  1.9716  8.1519  25.2169  -0.0005  0.0011  -0.0005
Si  5.7729  8.1698  25.3832  -0.0001  0.0004  -0.0008
Si  9.7109  8.2655  25.4604  0.0004  0.0007  -0.0007
Si  11.6375  9.567  25.286  0  -0.0003  0.0009
Si  3.8628  9.5919  25.0898  0.0001  -0.0002  0.0012
Si  7.6892  9.523  25.4309  -0.0004  -0.0006  0
Si  11.6472  -0.0135  27.2381  0.0006  0.0002  0.0003
Si  3.8992  -0.0554  27.1447  -0.0005  -0.0002  0.0006
Si  7.7577  -0.0226  27.3185  -0.0003  0.0004  -0.0002
Si  1.9825  1.3134  27.3081  -0.0002  -0.0002  -0.0003
Si  5.8284  1.3207  27.2276  0.0003  -0.0003  0.0001
Si  9.6928  1.331  27.2348  -0.0003  -0.0005  0
Si  11.5884  5.4724  27.2647  -0.0006  0.0001  -0.0008
Si  3.8448  5.4246  27.244  0.0003  0.0003  -0.0007
Si  7.7121  5.4652  27.2956  -0.0002  0.0004  -0.0007
Si  1.9345  6.828  27.2106  0  0.0001  0.0008
Si  5.7589  6.8041  27.2999  -0.0008  0  0.0002
Si  9.6526  6.8239  27.3227  0.0007  -0.0005  0.0004
Si  1.9419  2.7217  29.2123  0.0012  0.0002  -0.0001
Si  5.7929  2.722  29.1546  -0.0002  0.0004  -0.001
Si  9.6783  2.7269  29.1709  0.0007  0.0008  -0.0011
Si  0.0109  4.0986  29.1922  -0.0005  -0.0002  0.0005
Si  3.8617  4.094  29.1999  -0.001  -0.0006  0.0007
Si  7.7319  4.087  29.211  -0.0005  -0.0004  0.0014
Si  1.9379  8.1842  29.1753  -0.0002  0.001  -0.0002
Si  5.7944  8.184  29.2188  -0.0007  0.0006  0.0009
Si  9.6685  8.1915  29.2498  -0.0007  0.0009  0.0013
Si  0.0047  9.5563  29.183  0  -0.0007  -0.0008
Si  3.8701  9.558  29.1406  0.0008  -0.0006  -0.0019
Si  7.733  9.5519  29.242  0.0007  -0.0005  0.0005
Si  0.001  -0.0005  31.1248  0.0007  0.0003  0
Si  3.8554  0.0039  31.0959  -0.0005  0.0005  0.0001
Si  7.7278  0.019  31.1492  -0.0001  -0.0004  -0.0003
Si  1.9267  1.3746  31.1487  -0.0002  -0.0001  -0.0008
Si  5.7853  1.3758  31.0998  0.0005  -0.0002  0.0007
Si  9.6735  1.3726  31.1247  -0.0006  -0.0009  0.001
Si  0.0108  5.4668  31.1301  -0.0005  0.0008  0
Si  3.863  5.4729  31.135  0.0008  0.0012  -0.0005
Si  7.7377  5.4537  31.1569  -0.0001  0.0007  -0.0001
Si  1.9359  6.8455  31.1485  0  -0.0021  0.0002
Si  5.8016  6.8255  31.1498  -0.0003  -0.0003  -0.0003
Si  9.6745  6.8219  31.1765  0.0002  -0.0006  -0.0004
Si  1.9269  2.7531  1.0225  0.0007  -0.0012  0.0004
Si  5.7706  2.7459  0.9749  -0.0007  -0.0002  -0.0006
Si  9.6864  2.7348  1.0161  0.0004  0.0004  -0.0004
Si  0.0023  4.1363  1.0179  -0.0003  -0.0004  -0.0015
Si  3.846  4.1402  1.0278  -0.0005  -0.0006  -0.0014
Si  7.7346  4.0871  1.0318  0.0008  0.0006  0.0003
Si  1.9265  8.2016  1.0527  -0.0001  0.0033  -0.0008
Si  5.7861  8.2285  0.9938  0.0003  0  -0.0007
Si  9.67  8.2233  1.0325  -0.0008  0.0002  0.001
Si  0.0047  9.5897  1.015  -0.0007  0.0001  0.0011
Si  3.8448  9.5903  0.9938  0.0005  0.001  0.0023
Si  7.7319  9.5746  1.0074  0.0003  0.0001  -0.0004
Si  11.6284  -0.0276  2.9943  0.0021  -0.0013  -0.0021
Si  3.8286  -0.0343  2.9877  -0.0001  -0.0014  -0.0048
Si  7.735  0.0215  2.9215  0.0005  -0.0006  0
Si  1.929  1.3794  2.9477  -0.0001  0.0001  0.0026
Si  5.7828  1.3328  2.8661  -0.0013  -0.0004  -0.0004
Si  9.6808  1.3471  2.9491  0.0005  -0.0006  0.0005
Si  11.6141  5.5674  2.917  0  -0.001  0.0028
Si  3.827  5.559  2.9475  0.0006  -0.0004  0.0037
Si  7.7316  5.5196  2.9313  0.0006  -0.0018  -0.0004
Si  1.9126  6.9912  3.1171  -0.0009  -0.0119  -0.0173
Si  5.7988  6.8612  2.9141  -0.0002  0.0029  0.0006
Si  9.6606  6.8926  2.9921  0.0003  0.0037  -0.0003
Si  1.9037  2.8343  4.8287  -0.0013  -0.0001  0
Si  5.8228  2.7337  4.7411  0.0001  0.0018  0.0014
Si  9.5967  2.8003  4.8193  -0.0009  0.0013  0
Si  11.5337  4.143  4.7845  0.0033  0.0007  -0.0016
Si  3.9065  4.1129  4.8187  -0.0045  -0.0009  -0.0039
Si  7.7093  4.1969  4.8812  -0.0009  0.0004  -0.0003
B  1.8998  8.1505  4.8285  0.0166  0.0173  0.0146
Si  5.7399  8.28  4.796  0.0061  -0.0018  -0.0027
Si  9.6982  8.3237  4.9137  -0.0032  -0.0015  -0.0016
Si  11.8316  9.4494  4.8857  -0.0034  0.0049  0.0025
Si  3.6119  9.3271  4.8132  -0.0165  0.0008  0.0072
Si  7.7141  9.6702  4.8986  0.0012  -0.0015  0.0009
Si  11.6183  0.1429  6.6962  0.0011  -0.0076  0.0009
Si  3.7425  -0.0894  6.6001  -0.0055  -0.0108  -0.0015
Si  7.7161  0.0737  6.9047  0.0005  -0.0022  0.0012
Si  2.0404  1.4776  6.746  0.0057  0.004  0.0014
Si  5.6969  1.2666  6.5928  -0.0008  0.0037  0.0057
Si  9.6911  1.4959  6.7791  0.0006  0.0008  0.0046
Si  11.5685  5.552  6.6638  -0.0032  -0.0072  0.0038
Si  3.9121  5.4852  6.7498  0.0045  -0.0046  0.0089
Si  7.7242  5.6651  6.8135  -0.0003  -0.0064  0.0006
Si  1.9612  6.8397  6.4475  -0.0002  0.0126  0.0095
Si  5.7962  6.9635  6.7284  -0.0023  0.0069  0.0015
Si  9.7419  7.0189  6.8976  0.0026  0.0065  0.0022
O  9.9662  7.9546  8.2972  -0.0003  -0.0024  -0.0019
O  7.6562  9.9468  8.2185  0.0005  0.0009  -0.0011
O  7.3751  4.7271  8.1555  -0.0001  0.0022  -0.0041
O  3.3964  10.3808  8.1912  0.0015  0.0016  -0.001
O  1.9919  7.6419  7.9185  -0.0007  -0.0101  -0.014
O  3.9183  4.5955  8.1945  -0.0002  0.0046  -0.0048
O  9.9086  2.4474  8.149  -0.0003  -0.0014  -0.0034
O  2.5812  2.3121  8.1246  -0.0018  -0.0008  -0.0017
O  11.4769  4.6359  8.0635  0.001  0.0024  -0.0031
O  5.312  2.3553  7.7896  0.0012  -0.0015  -0.0045
O  5.8245  7.9647  8.0797  -0.0008  -0.004  -0.0033
O  11.2538  10.3222  8.1273  -0.0011  0.0031  -0.0034
O  11.2791  10.0811  21.8151  0.0002  0.0017  0.0017
O  3.2237  10.7235  21.5322  -0.0004  0.0012  0.0022
O  5.7922  7.7536  22.1644  0.0013  -0.0003  -0.0001
O  4.2198  4.4509  21.9567  -0.0004  0.0007  0.0012
O  7.6764  9.6892  22.2015  0  0.0014  0.0012
O  10.2988  7.6721  22.1992  -0.001  -0.0006  0.0016
O  1.6145  2.4046  22.1169  0.0005  -0.0015  0.0013
O  5.9428  2.4372  21.8917  -0.0001  -0.0019  0.0016
O  8.4417  4.7097  22.2287  -0.0003  0.0005  0.0012
O  -0.0669  4.4592  22.0459  0.0003  0.0019  0.0014
O  2.347  7.3495  21.9365  -0.0003  -0.0009  0.0021
O  9.1215  1.8764  21.8726  -0.0002  -0.0005  0.003
Si  1.8919  7.8077  9.5066  -0.001  0.0007  0.0053
Si  5.0394  0.5676  17.6853  0.001  0.001  -0.0007
Si  2.4925  5.4263  13.9568  0.0005  0.0001  -0.0006
Si  10.5646  3.8603  14.0195  -0.0002  -0.0004  0
Si  8.2701  2.4002  15.2412  -0.0003  -0.0002  -0.0001
Si  9.5435  2.251  20.3513  -0.0002  0.0004  -0.0017
Si  10.5804  3.6697  9.0126  0  -0.0009  0.0055
Si  0.0475  2.3203  11.5316  0.0001  -0.0011  0.0019
Si  11.0409  8.1267  15.3642  -0.0008  -0.0001  -0.0001
Si  5.1694  6.9357  13.9614  -0.0001  -0.0006  0.0001
Si  5.7557  2.6269  11.0814  -0.0002  -0.0013  0.002
Si  8.5817  7.6799  19.3965  -0.0003  0  -0.0007
Si  8.1153  4.8552  20.6459  0.0004  0.0009  -0.0007
Si  5.9244  9.5909  15.1869  0.0003  -0.0003  -0.0002
Si  2.1068  7.6266  20.3576  -0.001  -0.0002  -0.0011
Si  1.924  4.8911  18.7785  0.0002  0.0003  -0.0011
Si  4.5028  3.4398  18.0188  0.0001  0.0003  -0.001
Si  8.5204  8.9285  16.8069  0  0.0019  0.0006
Si  0.8334  9.4801  13.2635  0.0004  0.0002  -0.0006
Si  9.915  10.6604  11.6929  -0.0002  -0.0001  0.0012
Si  5.35  3.7066  21.03  0  0.001  -0.0023
Si  0.5996  5.522  16.2247  0.0001  -0.0001  -0.0014
Si  10.7535  9.1458  9.114  0.0015  0.0001  0.0048
Si  6.5669  8.8945  21.301  -0.0004  -0.0015  -0.0021
Si  7.1443  7.1012  11.4667  0  0.0003  0.0021
Si  2.6854  0.7304  12.1914  0.0002  -0.0004  0.0004
Si  10.8842  8.678  21.0659  0.0004  -0.0016  -0.0017
Si  6.0241  4.3276  15.6192  0.0004  -0.0001  -0.0005
Si  7.0851  0.5037  12.9516  0.0005  0  0.0004
Si  4.0193  2.9927  8.5537  0.0023  -0.0041  0.0042
Si  0.884  6.7514  11.8164  0.0006  0.0014  0.0019
Si  6.5763  9.0366  9.0573  -0.0004  0.0026  0.0057
Si  0.6647  3.295  21.1513  -0.0004  0.0006  -0.0023
Si  9.8162  6.5082  12.8556  -0.001  0.0009  0.001
Si  7.747  4.5221  9.7203  -0.0005  -0.0003  0.0049
Si  3.9786  10.0693  20.2284  0.0005  -0.0008  -0.0023
Si  4.2685  3.0365  13.5017  0  0.0009  0.0009
Si  3.8588  10.0094  9.7065  0.0014  0.001  0.0014
Si  8.0663  0.7885  18.0211  -0.0009  -0.0023  -0.0024
O  11.5123  3.2094  12.8839  0.0003  -0.0004  -0.0001
O  9.3723  4.4542  9.8089  0.0004  -0.0002  -0.0016
O  8.8057  3.6166  19.8718  0.0001  0.0001  0.0005
O  4.043  -0.0754  18.8095  -0.0007  -0.0006  0.0014
O  11.3298  4.5411  15.2792  0  -0.0003  0.0006
O  9.8406  9.7853  10.3158  0  -0.0009  -0.0017
O  3.7694  1.5309  13.1241  -0.0006  -0.0005  -0.0004
O  0.662  9.0604  14.835  -0.0001  -0.0003  -0.0004
O  6.4815  0.9499  18.3757  0.0024  -0.0018  -0.001
O  4.7671  3.1704  19.611  0.0002  0  0.0017
O  6.2429  1.1875  11.7244  -0.0002  0.0009  -0.0002
O  0.523  8.6413  9.8353  0.0021  -0.0021  -0.0044
O  5.6451  4.311  17.2194  -0.0001  -0.0001  -0.0003
O  8.4564  7.2227  12.4017  0.001  -0.0011  0
O  4.4117  2.6796  10.1259  -0.001  0.0005  -0.0028
O  2.0725  5.6487  15.5182  -0.0009  -0.0001  0
O  3.3935  0.0599  10.9016  0.0006  -0.0003  -0.0004
O  5.908  7.2048  12.529  0.0006  -0.0002  -0.0005
O  2.2933  6.3533  19.3752  -0.0003  0.001  0.0007
O  0.6706  4.9346  17.74  0.0004  -0.0004  0.0004
O  8.4245  10.7179  12.3595  0.001  -0.0001  -0.0003
O  5.4791  10.0422  9.7118  -0.001  -0.002  -0.0015
O  0.5878  8.1793  20.2285  -0.0002  -0.0001  0.0006
O  9.7621  2.6165  14.6748  0.0002  0.0002  -0.0003
O  2.0097  10.5861  13.1987  0.0004  0.0003  -0.0004
O  9.9502  9.0868  16.0688  -0.0017  -0.0007  0.0001
O  6.1626  10.3618  13.7661  -0.0001  0.0002  0
O  7.4536  1.6106  14.0879  -0.0003  -0.0007  -0.0001
O  1.6309  3.92  20.027  -0.0008  -0.0008  0.0013
O  5.8858  5.7952  14.9117  -0.0006  0.0006  -0.0001
O  7.3377  8.9484  15.7025  0.0007  0.0003  0.0014
O  1.5219  1.67  11.5864  0  -0.0005  -0.0003
O  7.2178  8.2744  10.3466  -0.0003  0.0002  -0.002
O  4.33  1.9826  17.2904  0.0001  -0.0003  0.0001
O  7.0629  3.1538  10.2739  0.0012  0.0008  -0.0011
O  11.5657  7.0097  16.4166  0  -0.0002  -0.0005
O  8.3367  10.1566  17.8221  0.0011  0.0025  -0.0026
O  3.2392  8.5415  10.0508  -0.0011  -0.0005  -0.0025
O  7.576  3.8526  15.4979  -0.0004  0  -0.0003
O  3.148  4.3067  17.9014  0  0  0.0005
O  2.9116  3.8971  13.6537  0.0009  -0.0006  -0.0003
O  1.3297  8.2025  12.4048  -0.0001  -0.0025  -0.0013
O  1.2271  5.6774  12.9816  -0.0001  0.0012  -0.0013
O  4.986  8.3073  14.8348  -0.0001  0.0002  -0.0001
O  11.1657  2.3968  20.3443  -0.0001  0.0001  0.0004
O  10.9808  10.0028  12.7387  -0.0009  0.0004  -0.0001
O  5.3073  3.5726  12.3507  0.0003  -0.0007  -0.0007
O  5.0709  3.2006  14.9085  -0.001  -0.0001  -0.0012
O  6.4847  4.8047  20.5732  -0.0006  -0.0005  0.0003
O  8.3859  1.5868  16.6432  -0.001  -0.0005  0.0022
O  10.426  1.244  11.4134  0.0001  0.0002  -0.0005
O  10.8728  6.6135  11.613  0.0002  0.0002  -0.0003
O  3.2379  8.6772  19.86  -0.0006  0.0003  0.0004
O  1.7024  6.4568  10.432  -0.0001  0.0026  -0.0028
O  7.1654  8.2187  19.9656  -0.0016  0.0018  0.0018
O  8.5084  7.5974  17.7633  0  0.0005  0.0003
O  3.6795  6.4448  13.5707  -0.0002  -0.0001  0.0002
O  9.5752  4.9584  13.3127  0.0003  0  -0.0005
O  5.507  9.9824  20.7636  -0.0003  -0.0007  0.0013
O  10.3655  7.3457  14.1219  0.0004  -0.0011  -0.0016
O  8.7714  6.1749  19.9741  -0.0009  0.0004  0.0001
O  7.1358  5.6896  10.6698  0.0006  -0.0007  -0.0014
O  5.2587  10.5404  16.3644  -0.0002  0.0002  0.0001
O  9.0488  1.1678  19.2539  -0.0005  0.0002  0.0002
O  11.6102  3.192  10.1707  -0.0012  0.0011  -0.0029
O  9.7418  8.7147  19.902  0.0005  0.0005  0.001

Results
free energy: -144146.898 eV
free energy less fixed offsets of B -154.04, O -568.88, Si -635.61 eV per atom: 5.402 eV

The program warned: the cutoff lies below the one the program advises for these potential files; the exchange-correlation potential is rough where the density is thin.
